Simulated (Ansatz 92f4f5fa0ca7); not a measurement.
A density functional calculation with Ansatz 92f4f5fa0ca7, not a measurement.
Periodic cell of 290 atoms, Si144O114H32, with a vacuum gap, from a study of silicon, its oxide and their interface. The atomic structure is a simulated model.

Settings
functional: r2SCAN
potential files: Ansatz PAW
basis: plane waves
wave-function cutoff: 800 eV
density cutoff ratio: 5
exchange-correlation grid ratio: 1
k mesh: 1 x 1 x 1, shifted by 0.5 0.5 0 of a step
self-consistency stop: 1e-11 eV per atom in the density residual
occupations: fixed
spin: none
net charge: 0
applied field: sawtooth along c, amplitude -0.015 V/angstrom in the program's sign convention, ramp centred at 0.9898 of c and 0.0205 of c wide, no dipole correction

Cell vectors (angstrom)
a 10.88 0 0
b 0 10.88 0
c 0 0 48.8176

Atoms and the computed forces on them: element, x, y, z (angstrom), force x, y, z (eV/angstrom)
Si 4.1552 -3.8384 35.218 -0.013 0.0036 -0.0143
Si 6.8809 -1.0197 35.3026 -0.0066 0.0027 0.012
Si 3.1659 2.6582 35.3148 0.0024 -0.0002 0.0123
Si 5.8559 -5.542 35.2384 0.0103 -0.0132 -0.0174
Si 0.435 -5.2609 32.6995 -0.0036 0.0078 -0.0432
Si 0.7257 -0.294 35.2393 -0.0003 -0.0106 -0.0142
Si 9.392 1.8665 35.1958 -0.0021 0.0032 -0.0103
Si 1.4547 -6.5718 35.2777 -0.0109 0.0079 -0.0146
Si 5.0889 -2.0294 36.4541 0.0087 -0.0201 -0.0061
Si 7.8124 0.7386 36.5207 0.0161 -0.0031 -0.0104
Si 4.9627 -7.307 36.5076 -0.0143 0.0174 -0.0156
Si 7.6838 -4.5538 36.3736 -0.0172 0.0072 -0.0101
Si -0.4939 -1.8974 36.4292 -0.007 0.0103 -0.0074
Si 2.2688 0.8694 36.5521 -0.0096 0.0078 -0.0057
Si 10.5222 3.4557 36.4985 0.0051 -0.0111 -0.0149
Si 2.359 -4.7294 36.4515 0.0137 -0.0132 -0.0044
Si 3.686 -0.5949 37.7337 0.0019 0.0041 0.012
Si 6.3671 2.1338 37.7539 0.0025 -0.0027 0.0118
Si 3.6471 -6.014 37.9568 -0.0021 -0.0039 -0.0006
Si 6.3806 -3.329 37.9138 -0.0007 0.0147 -0.0076
Si 9.1301 -0.5802 37.9317 -0.0026 -0.0028 -0.0038
Si 11.792 2.1398 37.9717 0.0091 -0.0049 0.0023
Si 9.0932 4.9037 37.6951 0.0053 0.0011 0.0155
Si 0.9184 -3.3167 37.7054 -0.001 -0.001 0.0085
Si 2.291 -1.9465 39.0909 -0.0046 -0.0113 0.0322
Si 5.0181 0.7627 39.1311 0.0062 0.0158 0.0269
Si 2.2838 3.5015 39.2757 0.0172 0.0083 0.0138
Si 5.0197 -4.6585 39.2586 -0.0046 -0.0047 0.0104
Si 7.7504 -1.957 39.2331 0.0024 -0.0097 0.0145
Si 10.457 0.7726 39.2838 -0.0141 0.0071 0.0157
Si 7.7373 3.5205 39.0902 0.0105 0.0059 0.021
Si 10.4608 -4.6604 39.1143 -0.0067 -0.0078 0.0283
Si 3.6365 -3.2743 40.5282 0.0118 -0.0019 0.193
Si 6.3563 -0.5881 40.5254 -0.0192 -0.0109 0.1804
Si 3.6701 2.1078 40.5409 0.0023 -0.0079 0.1711
Si 6.4028 4.8432 40.5248 0.0212 -0.0187 0.1907
Si 9.1409 -3.3178 40.5413 -0.0248 0.0392 0.1646
Si 0.973 -0.6056 40.5329 0.0093 0.0031 0.2083
Si 9.059 2.167 40.5281 -0.0289 0.0004 0.1903
Si 11.7938 -5.9874 40.5575 -0.0056 0.0056 0.1825
Si 5.0028 -1.9388 41.901 -0.0547 0.1101 0.2365
Si 7.712 0.7656 41.8659 -0.0199 0.2149 0.3592
Si 5.0257 3.4947 41.862 0.1445 -0.1409 0.4122
Si 7.7554 -4.6673 41.8783 0.038 -0.0537 0.3319
Si -0.3772 -1.9464 41.9003 -0.0878 -0.1778 0.2803
Si 2.3014 0.7584 41.9013 0.1671 -0.0123 0.3139
Si 10.4142 -7.3538 41.8889 0.043 -0.0002 0.3261
Si 2.3098 -4.6402 41.9033 -0.196 0.0393 0.2686
Si 6.8089 4.0709 6.9558 0.04 0.0008 -0.3918
Si 9.5226 6.8004 6.8806 -0.0222 0.0732 -0.6244
Si 6.8379 9.5162 6.9336 0.0065 -0.085 -0.1343
Si 9.5402 1.3376 6.9295 0.1026 -0.0848 -0.172
Si 12.2253 4.0442 6.9121 -0.0194 -0.0501 -0.2171
Si 4.0489 6.7964 6.9013 -0.0523 0.0723 -0.3241
Si 12.2334 -1.3397 6.9633 -0.0216 0.0791 -0.3204
Si 4.1511 1.3891 6.9639 0.0198 -0.0695 -0.3534
Si 5.5309 2.7007 8.3778 -0.0003 -0.0259 -0.1793
Si 8.169 5.4723 8.2276 -0.0139 -0.0005 -0.2047
Si 5.4124 8.1688 8.2415 0.0013 0.0302 -0.1921
Si 8.2622 -0.0624 8.3252 -0.0228 0.0122 -0.1906
Si 10.9044 2.6571 8.3239 0.026 0.0183 -0.1817
Si 13.5413 5.4438 8.2472 0.0054 -0.0162 -0.1917
Si 10.8486 8.1333 8.2555 0.0029 0.0185 -0.1839
Si 13.6278 0.0543 8.2554 -0.0092 -0.0055 -0.141
Si 6.9731 1.3007 9.7138 0.0044 0.0075 -0.0181
Si 9.5611 4.1551 9.544 0.0125 -0.029 -0.0071
Si 6.7724 6.8022 9.5615 -0.0108 0.0128 -0.0115
Si 9.5831 -1.4523 9.7481 -0.0058 -0.0039 -0.0298
Si 12.2629 1.2624 9.7439 0.0212 0.0086 -0.0332
Si 4.0022 4.0712 9.5648 -0.0031 0.0294 -0.0124
Si 12.2152 6.8532 9.6331 -0.0091 -0.0159 -0.044
Si 4.0606 9.5624 9.5901 -0.0151 0.0031 -0.0162
Si 8.3276 2.8266 10.9871 -0.0119 0.0271 -0.0142
Si 10.8133 5.5221 10.9846 -0.0077 -0.0201 0.0083
Si 8.0338 8.1456 11.0263 -0.0069 -0.0171 -0.0117
Si 11.4205 -0.6091 11.0399 -0.0153 0.0165 0.0081
Si 2.6794 2.7717 11.0246 0.0038 -0.0087 -0.0046
Si 5.2799 5.5305 10.8319 0.0306 -0.0203 -0.0378
Si 13.3346 8.462 10.937 0.0247 0.0043 0.0052
Si 5.4468 0.0029 10.97 -0.0064 -0.0074 -0.0029
Si 6.4618 3.8662 12.0098 0.0249 -0.0095 0.0154
Si 8.1182 -0.4406 14.7725 -0.0015 0.0054 -0.0581
Si 6.4164 -1.6157 12.3659 -0.0109 0.0026 -0.0247
Si 10.201 2.6298 12.6117 0.0039 0.0022 0.0115
Si 4.3115 1.5961 12.2493 0.0111 0.0069 -0.0114
Si 4.1004 7.1321 12.2212 -0.0255 0.0355 0.0012
Si 10.7229 0.4107 13.0879 0.0051 -0.003 -0.0219
Si 1.2229 4.0903 12.3373 -0.0027 -0.0015 0.0037
Si 7.051 5.6957 20.855 -0.0105 0.0008 -0.068
Si 9.0919 6.5494 12.3473 0.0022 -0.0116 -0.0003
Si 5.666 0.0672 19.6939 0.0011 -0.0049 -0.0502
Si 13.2578 2.5501 21.6666 0.0052 0.0052 -0.0628
Si 9.496 3.8664 14.4491 -0.0212 0.0069 -0.0346
Si 13.1667 -0.5297 17.3842 0.0053 0.0085 -0.0623
Si 6.1494 0.0504 28.1111 -0.01 0.0005 -0.0497
Si 6.3148 6.6788 23.4824 0.0054 0.0029 -0.0471
Si 3.4058 2.0132 18.8466 -0.0053 0.009 -0.0755
Si 10.2392 -2.0752 25.9754 -0.0027 -0.0047 -0.0574
Si 2.8138 -0.7701 33.0349 0.0045 0.0013 -0.0251
Si 0.5935 -7.3101 25.6418 -0.0068 0.0087 -0.0515
Si 8.8995 -3.5755 32.9361 0.0101 -0.0042 -0.0403
Si 5.7084 -0.2547 33.4565 -0.0079 0.0051 -0.0375
Si 13.5554 5.281 23.0909 0.0005 -0.0138 -0.0462
Si 7.7906 2.4048 16.1694 0.0104 0.0109 -0.0741
Si 10.4607 2.382 22.8522 0.0008 0.0017 -0.0543
Si 8.9452 0.1148 24.1809 -0.01 0.0025 -0.0538
Si -2.3094 -2.7096 35.1139 0.0104 -0.0055 0.0118
Si 7.6741 1.9754 26.4345 0.003 0.0016 -0.0452
Si 3.3162 3.4585 16.0433 -0.0107 0.0151 -0.0629
Si 4.2496 -2.5184 18.5305 -0.0025 0.0054 -0.0578
Si 3.8211 1.9485 33.2031 0.0086 -0.0067 -0.0363
Si 6.4818 6.4998 17.8579 0.0074 -0.0194 -0.0692
Si 2.8318 -3.4761 32.3264 0.0025 -0.0091 -0.0416
Si 0.0722 -4.7045 24.6285 -0.0056 0.0047 -0.0443
Si 7.6729 4.9718 13.5558 -0.0051 -0.0219 -0.0071
Si 3.9417 -3.5998 24.8774 -0.004 0.0024 -0.0581
Si 2.8654 7.3811 20.9701 -0.0003 0.0072 -0.0621
Si 0.4562 -0.5166 28.4659 0.0022 0.0023 -0.0504
Si 11.2348 -2.0251 21.3894 -0.0039 0.0096 -0.0549
Si 8.9788 7.0709 22.5662 -0.0021 0.0041 -0.052
Si 8.2201 1.1637 18.8773 -0.0091 0.002 -0.0712
Si 6.2539 4.2052 15.8949 0.0192 -0.0001 -0.0594
Si 7.9017 2.8581 21.4864 -0.0021 -0.0053 -0.0525
Si 10.1051 2.3093 28.1187 0.0032 -0.0011 -0.0531
Si 8.5729 2.7731 32.3299 0.0013 -0.0055 -0.0525
Si 3.1878 2.9043 30.5305 -0.0005 -0.0032 -0.0502
Si 2.2493 5.5258 14.1294 -0.0004 -0.0026 -0.0357
Si 6.4337 0.5667 22.6994 -0.0051 0.0054 -0.0599
Si 10.4283 -0.8579 18.6507 -0.0123 -0.0054 -0.0627
Si 7.2916 0.2475 30.9797 0.0073 -0.0027 -0.0554
Si 6.7703 -5.6018 32.2702 -0.0073 0.0019 -0.0418
Si 10.6439 6.7033 14.8553 0.0022 -0.0204 -0.0537
Si 5.2878 -4.4324 27.4352 -0.0024 0.0006 -0.0615
Si 7.8132 -2.6203 27.8289 0.0019 -0.0024 -0.0475
Si 9.4022 -1.9255 30.3334 -0.0053 -0.0029 -0.0583
Si 13.5793 -1.5733 23.1588 -0.0082 -0.0037 -0.0444
Si 3.5925 0.5039 23.5012 -0.002 -0.0022 -0.0378
Si 8.9456 -2.6984 16.8901 0.0012 0.0041 -0.0592
Si 4.3696 -5.2573 30.2359 0.0064 0.0078 -0.0552
Si 13.4316 0.8508 14.679 -0.0056 0.0117 -0.0567
Si 5.9292 -6.657 25.5095 0.0041 0.0039 -0.0499
Si 0.147 3.4811 30.7102 -0.0062 -0.0057 -0.0516
Si 3.3478 2.5053 25.7367 -0.0045 0.001 -0.0534
Si 3.3634 0.759 28.3991 0.0035 0.0032 -0.0519
O 8.3702 -1.509 15.9572 0.0078 -0.0186 0.0351
O 3.6443 -5.0969 24.2931 -0.0016 0.0076 0.0261
O 7.584 0.9614 15.4151 -0.0034 0.008 0.0267
O 3.5769 6.1884 13.4533 -0.0035 -0.0175 0.0129
O 7.065 -1.1993 27.698 -0.0005 0.0049 0.0228
O 3.3706 -4.3701 31.1227 -0.0128 0.0132 0.0281
O 5.4495 2.7171 12.6563 -0.0115 -0.0018 0.0076
O 5.1961 0.5011 23.7282 -0.0101 -0.0022 0.0236
O 8.6425 2.5703 33.9298 0.0071 -0.0107 0.0305
O 1.5596 -1.0204 34.0256 -0.0126 0.005 0.028
O 9.7052 -1.1708 24.7574 0.0088 -0.014 0.0365
O 12.0391 0.3967 14.0364 0.0224 0.0036 0.0211
O 2.7424 -1.9093 31.891 -0.0007 0.0061 0.0199
O 6.0975 5.0375 17.2849 -0.0011 0.0267 0.0373
O 3.6351 -6.6223 29.7724 0 -0.003 0.024
O 2.9255 1.296 24.7418 -0.0058 0.0144 0.0304
O 9.8596 -4.8543 33.2653 0.0029 0.0065 0.0201
O 2.2029 -7.2336 25.6844 -0.0001 -0.0033 0.017
O 2.751 2.7924 20.1103 -0.0081 0.0041 0.0508
O -0.0005 -5.8165 25.8021 0.0002 -0.0017 0.01
O 6.7458 -3.7594 27.4914 0.0061 0.0104 0.0193
O 1.0817 -6.369 33.679 0.0069 -0.0022 0.0328
O 4.8931 -1.272 19.3084 0.0033 0.007 0.0197
O 8.5371 1.0617 25.4283 -0.0125 0.0169 0.0394
O 0.2405 -3.2695 25.3417 -0.0005 0.0133 0.024
O 3.0353 5.9649 21.6869 -0.0078 -0.0052 0.0311
O 12.1607 7.6785 20.7568 -0.0029 -0.0014 0.0187
O 4.5697 -0.2895 28.1245 -0.0044 0.0031 0.0104
O 6.3226 -0.6002 31.9815 -0.009 -0.0009 0.0387
O 3.0319 -1.9191 17.6847 0.0094 -0.0118 0.027
O 3.4647 -2.323 21.9204 -0.0023 0.0107 0.0333
O -0.3824 0.7716 34.6293 0.0062 0.0001 0.0142
O 10.0778 2.6892 31.7481 -0.011 0.0039 0.024
O 5.974 6.1756 21.9737 -0.0106 0.0008 0.0329
O 12.1178 5.7964 23.5808 -0.0082 0.001 0.0224
O 5.3244 1.341 33.4448 -0.0016 -0.0019 0.0147
O 8.9847 -2.7305 26.7404 -0.0146 -0.0024 0.0337
O 6.3618 -5.5379 24.4151 -0.0083 -0.0118 0.0234
O 10.9328 -0.9853 20.1862 0.0126 -0.0072 0.0461
O 9.9292 0.8906 23.1615 -0.0043 -0.0046 0.0249
O 7.6347 -0.3061 23.3327 0.0098 0.0033 0.0308
O 1.3378 -3.9372 32.7014 0.0001 -0.0022 0.0157
O -0.0592 -1.5464 29.6238 -0.0126 -0.0119 0.0268
O 9.6718 6.1352 23.6717 0.0106 -0.0019 0.0246
O 4.8776 1.432 19.2554 0.0078 -0.0056 0.0226
O 6.9862 -1.0041 13.7655 0.0105 0.0105 0.0269
O 0.1255 2.5968 26.8207 -0.0127 -0.0044 0.0332
O 9.4464 -2.0955 18.3041 0.0079 0.0091 0.0331
O 3.3784 3.0903 17.6244 0.0018 -0.0154 0.0511
O 4.2674 -0.9837 33.7368 0.0036 -0.0076 0.0127
O 7.0823 0.0193 18.9179 -0.0147 -0.0103 0.0257
O 0.1079 3.012 24.2233 0.0013 0.0081 0.0391
O 12.0454 -1.363 22.6348 0.015 0.0077 0.0195
O 10.2265 7.4697 16.1966 -0.0141 0.0117 0.0326
O 7.6579 1.6362 31.6769 0.0045 0.0089 0.0203
O 8.6547 -0.5556 30.7188 -0.0052 0.0056 0.0216
O 9.2806 2.9259 15.7648 -0.0175 -0.0138 0.0327
O 5.2824 -3.1375 24.105 -0.0136 -0.0011 0.0258
O 10.4479 5.0917 14.9871 0.0051 0.0053 0.0142
O 7.7844 2.2488 17.778 0.0063 -0.0168 0.0455
O 8.3332 1.8336 20.3269 -0.0017 0.0103 0.045
O 7.6608 7.5597 23.3591 -0.004 -0.0027 0.0247
O 4.2379 -3.6607 26.4593 0.0111 -0.0067 0.0284
O 3.7848 -3.6602 33.62 0.0116 -0.0034 0.0328
O 3.8611 3.0361 32.005 0.0021 -0.0076 0.0376
O 11.5911 -0.8281 17.5287 -0.004 -0.0004 0.0214
O 2.7875 -2.5406 24.4832 0.0047 -0.0053 0.0223
O 13.3216 2.3502 15.26 0.006 0.0071 0.0213
O 5.2615 -2.7243 12.7737 0.0051 -0.0037 0.0062
O 3.3362 1.8674 27.2196 0.0042 -0.0168 0.0403
O 7.4599 -4.137 32.4198 0.0031 0.0029 0.0171
O 6.0551 -6.0009 33.6649 -0.0051 0.0055 0.0358
O 9.7658 7.3348 13.649 0.0175 0.0064 0.0239
O 3.6622 7.3012 19.589 -0.0163 -0.0045 0.037
O 6.6624 6.3291 19.4452 0.0058 -0.0076 0.056
O -0.4262 0.827 28.6437 0.0024 -0.0015 0.0186
O 4.7144 3.1875 25.2058 0 -0.0026 0.0176
O 7.2533 3.3243 25.6807 0.0021 -0.0069 0.0215
O 0.2297 -1.1882 27.0083 0.0007 0.0099 0.0324
O 2.8317 0.7773 32.5739 0.0023 0.0045 0.0202
O 0.3165 -5.8673 31.2053 -0.0026 0.0092 0.0293
O 9.5995 -2.7569 31.709 -0.0073 -0.0108 0.0395
O 3.7508 0.8254 13.5916 -0.026 -0.0092 0.0391
O 2.8163 -0.1438 15.9106 0.0013 -0.0167 0.0475
O 7.8304 7.0547 17.1697 -0.011 -0.0028 0.0217
O 5.7226 -5.562 31.0546 0.0148 0.0044 0.0331
O 4.8407 3.5069 15.5146 -0.0069 0.0031 0.0186
O 6.5601 0.5495 29.5853 0.0099 0.0018 0.0413
O 5.945 0.0039 21.2768 0.0086 0.0003 0.0519
O 9.6386 0.5341 18.4839 0.0001 -0.001 0.0192
O 13.4528 0.6913 18.4135 0.0027 0.0104 0.028
O 10.3693 3.4347 29.2403 0.0062 0.007 0.0388
O 12.208 6.8319 14.4787 -0.0067 0.0129 0.0183
O 3.6917 1.5868 29.7528 0 0.0164 0.0306
O 7.918 -6.6872 31.9483 -0.0033 0.0026 0.0203
O 6.3742 1.2 26.9965 -0.0107 -0.0137 0.0188
O 5.5062 -5.935 26.8957 -0.0017 0.0177 0.0247
O 9.8683 -2.5917 22.019 -0.0077 -0.0089 0.0301
O 9.2536 3.2902 22.262 0.0095 -0.0012 0.0173
O 11.664 2.3098 21.7784 -0.007 -0.0008 0.0219
O 2.7719 3.7143 22.7321 -0.0032 -0.0005 0.0125
O 8.4633 -2.7722 29.3083 0.0141 0.0033 0.0355
O 7.114 4.0869 20.8158 0.0036 0.0045 0.0147
O 6.6794 5.3843 14.8279 -0.0062 -0.0037 0.0379
O 6.9136 2.1078 22.5284 -0.0071 -0.0083 0.0198
O 8.5527 2.3649 27.7273 0.0093 0.0013 0.0294
O 1.5871 2.7787 30.6435 -0.0008 0.0001 0.0215
O 8.5255 6.2082 21.281 0.0073 0.0102 0.0251
O 9.4853 -0.2533 13.9184 -0.024 -0.0137 0.0285
O 3.2327 1.2526 22.1019 0.0081 -0.0139 0.0374
O 4.6797 -4.4127 28.9113 -0.0094 -0.0129 0.0398
O 2.0122 -0.1074 28.5714 -0.0006 -0.0001 0.0177
O 5.3054 7.5831 17.5977 -0.0106 0.0114 0.0214
O 13.5088 4.8536 15.5751 0.0118 -0.0122 0.0324
H 4.1819 -1.116 42.8335 0.3563 -0.3169 -0.243
H 5.8249 -2.7602 42.8335 -0.2796 0.2334 -0.2976
H 6.9001 1.5972 42.7983 0.2908 -0.3697 -0.2094
H 8.5276 -0.0624 42.7983 -0.2093 0.2725 -0.3032
H 5.8444 2.6698 42.7944 -0.3197 0.337 -0.2079
H 4.2103 4.3228 42.7944 0.2681 -0.281 -0.2983
H 8.5751 -5.4913 42.8107 -0.3959 0.3905 -0.2203
H 6.9267 -3.8525 42.8107 0.2654 -0.2423 -0.3009
H -1.2281 -1.1547 42.8328 0.2876 -0.1913 -0.2844
H 0.46 -2.7525 42.8328 -0.3785 0.3333 -0.2398
H 3.1254 -0.0612 42.8337 -0.3463 0.3491 -0.2226
H 1.4716 1.5721 42.8337 0.211 -0.2198 -0.3055
H 11.2277 -8.1839 42.8214 -0.2121 0.2234 -0.2838
H 9.5988 -6.5257 42.8214 0.3721 -0.4123 -0.2261
H 1.5059 -3.8008 42.8357 0.3487 -0.3659 -0.2221
H 3.1292 -5.4644 42.8357 -0.2626 0.2713 -0.2963
H 5.9848 4.8904 6.0233 0.1843 -0.3489 0.2864
H 7.6297 3.2481 6.0233 -0.3034 0.2841 0.2452
H 10.3344 5.9688 5.9482 -0.2746 0.273 0.255
H 8.7038 7.6252 5.9482 0.3592 -0.3183 0.2092
H 6.0185 10.3404 6.0011 0.388 -0.1709 0.2935
H 7.6532 8.688 6.0011 -0.3353 0.3121 0.2877
H 10.3689 0.5227 5.997 -0.3408 0.3743 0.2169
H 8.7181 2.159 5.997 0.2195 -0.2878 0.3303
H 11.4098 4.8722 5.9796 0.1219 -0.4335 0.276
H 13.0762 3.2525 5.9796 -0.2838 0.2858 0.2622
H 4.8787 5.9826 5.9688 -0.2891 0.2348 0.2714
H 3.2355 7.6264 5.9688 0.2839 -0.3282 0.2147
H 11.4138 -0.5157 6.0308 0.3568 -0.3582 0.2247
H 13.0489 -2.1678 6.0308 -0.2883 0.2752 0.2795
H 4.955 0.5497 6.0314 -0.2818 0.3263 0.2512
H 3.3139 2.1952 6.0314 0.4511 -0.1029 0.2832

Results
free energy: -157634.432 eV
free energy less fixed offsets of H -15.71, O -570.45, Si -639.56 eV per atom: -3.772 eV

The program warned: the cutoff lies below the one the program advises for these potential files; the forces do not sum to zero within the program's tolerance; empty levels may hold ghost states of the PAW files; the exchange-correlation potential is rough where the density is thin.
